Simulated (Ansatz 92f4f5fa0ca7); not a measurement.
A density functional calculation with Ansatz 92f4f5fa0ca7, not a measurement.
Periodic cell of 184 atoms, Si120O64, from a study of silicon, its oxide and their interface. The atomic structure is a simulated model.
This geometry differs little from another in the collection (a relaxation step or a small displacement).

Settings: functional r2SCAN; potential files Ansatz PAW; basis plane waves; wave-function cutoff 800 eV; density cutoff ratio 5; exchange-correlation grid ratio 1; k mesh 1 x 1 x 1, shifted by 0.5 0.5 0 of a step; self-consistency stop 1e-10 eV per atom in the density residual; occupations fixed; spin none; net charge 0.

Cell vectors (angstrom)
a 10.88 0 0
b 0 10.88 0
c 0 0 27.228

Atoms: element, x, y, z (angstrom)
Si 0.4264 -0.1936 -0.1083
Si 2.9726 2.4185 0.2233
Si -0.085 5.521 -0.2049
Si 2.5895 8.4238 0.0604
Si 5.0241 0.1168 0.0508
Si 7.7811 2.7633 -0.2415
Si 5.8702 5.3017 0.0131
Si 8.5273 7.7183 -0.0673
Si 1.4507 1.2251 1.4773
Si 4.1793 4.1354 1.2125
Si 1.4059 6.7305 1.168
Si 4.0286 9.498 1.52
Si 6.7491 1.2395 1.1919
Si 9.5713 3.8833 1.0155
Si 6.98 6.7542 1.4247
Si 9.599 9.4979 1.0528
Si 0.0008 2.6671 2.5655
Si 2.7311 -0.0621 2.8958
Si 0.0333 8.126 2.5344
Si 2.7694 5.4251 2.5665
Si 5.4762 2.6906 2.5996
Si 8.1992 -0.0777 2.4895
Si 5.5136 8.113 2.6672
Si 8.2976 5.2584 2.6069
Si 1.3734 4.0641 3.9075
Si 4.1143 1.3961 4.0412
Si 1.311 9.4278 4.0516
Si 4.1067 6.7601 3.9684
Si 6.8495 4.0092 3.9669
Si 9.5086 1.3077 3.9059
Si 6.8548 9.5134 3.956
Si 9.5765 6.7435 3.921
Si -0.0403 -0.0249 5.329
Si 2.7062 2.7383 5.3375
Si 0.0519 5.4249 5.3076
Si 2.7382 8.1083 5.3402
Si 5.482 -0.0029 5.3261
Si 8.1807 2.6588 5.319
Si 5.4658 5.3975 5.3087
Si 8.188 8.1164 5.2951
Si 1.3285 1.3615 6.6696
Si 4.0709 4.0916 6.6876
Si 1.374 6.7885 6.6954
Si 4.0795 9.5192 6.6572
Si 6.8059 1.3485 6.6934
Si 9.5287 4.0691 6.6431
Si 6.7964 6.791 6.6666
Si 9.4922 9.5083 6.6922
Si -0.0261 2.7286 8.038
Si 2.6912 -0.0119 8.0058
Si -0.009 8.1582 8.0308
Si 2.7223 5.4608 8.0491
Si 5.4344 2.7187 8.0213
Si 8.1317 -0.002 8.0544
Si 5.4329 8.1754 8.0257
Si 8.1672 5.4317 8.0112
Si 1.2981 4.1514 9.3688
Si 4.041 1.3651 9.3388
Si 1.3176 9.5361 9.3977
Si 4.0707 6.8333 9.3958
Si 6.8029 4.0799 9.376
Si 9.4665 1.3842 9.4049
Si 6.7658 9.5443 9.4107
Si 9.4845 6.8283 9.3879
Si -0.094 0.0003 10.7507
Si 2.6709 2.7689 10.617
Si -0.0617 5.4997 10.7857
Si 2.6749 8.1706 10.7527
Si 5.3904 0.0432 10.7382
Si 8.1348 2.7566 10.8081
Si 5.4763 5.4779 10.7052
Si 8.1344 8.1937 10.7634
Si 1.2435 1.4925 11.9312
Si 4.048 4.1126 11.9322
Si 1.2913 6.86 12.1552
Si 4.0276 9.5536 12.0633
Si 6.7273 1.3992 12.1331
Si 9.4458 4.1836 12.189
Si 6.8058 6.828 12.1169
Si 9.436 9.5353 12.1945
Si -0.0498 2.7963 13.4464
Si 2.593 0.1252 13.1944
Si -0.0265 8.2047 13.6242
Si 2.6939 5.3992 13.3218
Si 5.3605 2.8419 13.3867
Si 7.9854 0.0157 13.5606
Si 5.3681 8.1633 13.4127
Si 8.1404 5.5502 13.6466
Si 1.6441 3.8456 14.7167
Si 3.7607 1.5956 14.5293
Si 1.0207 10.0585 14.609
Si 4.1494 6.6053 14.6544
Si 6.4001 4.4456 14.7782
Si 9.5769 1.2859 14.7095
Si 6.8973 9.1901 14.8446
Si 9.3109 7.1238 15.0917
Si 2.8632 2.0239 18.5581
Si 1.5452 4.801 17.6796
Si -0.939 6.4784 18.249
Si 5.6225 -1.8256 17.7952
Si 5.0894 0.9345 17.1757
Si 7.6462 9.6081 19.9181
Si 3.1616 7.4289 17.4587
Si 11.4933 1.1169 24.2933
Si 1.6515 10.0716 17.5406
Si 10.161 0.1216 19.0691
Si 7.6674 2.5145 16.877
Si 4.2308 3.8931 23.5279
Si 2.9822 10.7361 23.0699
Si -4.2462 7.1183 24.9088
Si 6.8975 1.1684 21.4223
Si 6.8089 5.1546 22.8056
Si -0.9862 7.8157 20.8343
Si 4.1189 1.9411 21.3249
Si 0.3785 10.1513 21.9221
Si 4.4908 8.9839 25.0602
Si 8.9697 2.6 19.6124
Si 6.8276 2.4906 24.098
Si 1.4976 14.6688 25.0297
Si 8.6718 16.2269 20.4918
O -0.1506 0.2473 -4.0981
O 1.9788 -0.7185 -5.2709
O 1.9681 2.9184 -0.9378
O -1.2174 6.6452 -0.5798
O -3.4908 6.3725 -3.5312
O -3.2103 7.9923 -1.4314
O 1.5042 9.5168 -0.5302
O 3.5492 9.5235 -3.3245
O 4.0283 1.3383 -0.4028
O 7.6719 2.1366 -1.7793
O 8.2449 1.7397 -6.463
O 5.6623 2.0677 -6.3757
O 5.735 6.0923 -1.4167
O 6.8748 4.0976 -0.4111
O 5.2628 10.1537 -1.3371
O 10.9273 11.4847 -1.4968
O 1.2459 4.6297 16.0923
O -7.8294 1.8259 20.1421
O 4.4233 0.705 15.7233
O 2.6879 2.6614 15.1893
O 1.8816 9.8702 15.9664
O -0.1793 11.0556 15.1303
O 3.2504 7.3132 15.8351
O 7.237 5.2878 21.2459
O 5.2712 5.5495 15.2662
O 11.0345 5.2826 18.3409
O 8.9781 2.0223 16.0537
O 10.4134 7.6963 19.2645
O 8.1736 8.2675 15.2501
O 6.1553 9.2985 16.2904
O 12.9012 3.3734 18.2763
O 9.7544 6.8334 16.6679
O 9.4235 3.9284 20.3843
O -0.1132 -0.1605 20.5199
O 5.1903 5.1109 23.022
O 4.6633 7.769 17.941
O -2.2485 10.4991 18.9874
O 4.1326 11.5197 22.2826
O 2.261 8.6527 18.0717
O 2.88 -6.5563 24.332
O 10.1829 1.741 18.958
O 2.6313 5.9835 17.9749
O 6.755 10.5226 20.9096
O 4.9075 10.4888 18.1023
O 5.235 2.8677 24.3445
O 6.9634 3.766 16.1484
O 0.0923 10.2089 17.9346
O 5.5881 -2.7417 24.2639
O 10.818 -2.2915 21.9138
O 13.125 0.6263 18.0156
O -2.8672 2.9929 18.3731
O 3.5762 -2.831 26.0322
O 6.7532 8.7691 18.8898
O 6.6503 1.2645 16.967
O 0.5399 2.7545 24.1778
O -2.404 8.5893 20.8335
O 2.1974 11.6996 24.1062
O 0.6018 15.8987 25.6039
O 6.9591 1.2584 23.0445
O 4.3352 2.1759 17.888
O 8.5694 5.9414 18.9671
O 3.6559 14.0869 22.19
O 7.4706 3.7923 23.3785
O 9.6559 -4.5719 21.3547

Results
free energy: -113256.343 eV
free energy less fixed offsets of O -570.45, Si -639.56 eV per atom: -0.343 eV

Forces (eV/angstrom), in the order of the atoms: element, x, y, z
Si 0.0646 0.0385 -0.1051
Si -0.0494 -0.0574 -0.0905
Si -0.0176 0.0106 -0.1857
Si 0.0069 0.0273 -0.1651
Si -0.0088 -0.0128 -0.1808
Si -0.0626 -0.0009 -0.1488
Si 0.0174 0.0724 -0.205
Si -0.0527 0.003 -0.1376
Si 0.005 -0.0239 -0.0292
Si 0.0278 -0.0342 0.0226
Si 0.0332 0.0054 0.032
Si 0.0171 0.035 0.0218
Si 0.0132 -0.0051 0.0235
Si 0.0067 -0.0175 0.0174
Si -0.006 -0.0054 0.0041
Si 0.0096 -0.005 0.0393
Si -0.0069 -0.0054 0.0131
Si -0.0331 -0.0159 -0.0322
Si -0.0222 0.0116 -0.0327
Si -0.0094 0.0232 0.0088
Si -0.0239 -0.0031 -0.0384
Si -0.0015 -0.0069 -0.0007
Si 0.0109 0.005 0.0025
Si 0.0198 -0.0011 -0.0225
Si -0.0067 -0.0062 0.0131
Si 0.0454 -0.0077 0.0364
Si 0.0018 -0.0157 0.0247
Si -0.0081 -0.0035 0.01
Si 0.0019 -0.0096 0.0438
Si -0.0049 0.0198 0.0076
Si 0.0135 -0.0019 0.0129
Si 0.0138 0.0024 0.045
Si -0.0066 -0.0032 0.0057
Si -0.0117 0.0019 -0.0026
Si -0.0028 0.0298 0.0074
Si -0.0077 0.0002 0.0073
Si -0.0063 0.0059 0.0008
Si -0.0154 -0.0178 0.0036
Si 0.0062 -0.0011 0.0115
Si 0.0159 -0.0035 -0.0005
Si 0.0001 -0.0007 -0.0058
Si 0.0069 -0.0012 0.0006
Si -0.0159 -0.0146 -0.0031
Si 0.017 0.0002 -0.0012
Si 0.0129 -0.0032 -0.0035
Si 0.0147 -0.0017 -0.0093
Si -0.0018 0.0074 -0.0063
Si -0.0142 -0.0098 -0.0025
Si -0.0236 0.0007 0.0068
Si -0.0145 -0.0078 0.0043
Si 0.0037 -0.0002 0.0036
Si 0.0009 0.0088 -0.0001
Si 0.0021 0.0041 0.0006
Si 0.0087 0.0075 0.0006
Si 0.0006 0.0003 0.0051
Si 0.0009 0.0017 0.0103
Si -0.0115 0.0065 -0.015
Si 0.0069 -0.0027 -0.0124
Si -0.0008 -0.0002 0.001
Si 0.0183 -0.0106 -0.0059
Si 0.0155 -0.0098 -0.0073
Si 0.0051 0.0006 -0.0008
Si -0.0071 -0.0087 -0.0097
Si -0.001 -0.004 -0.0023
Si -0.0212 -0.0062 -0.0554
Si 0.0043 0.0038 -0.0184
Si -0.0176 0.0034 -0.0108
Si -0.0127 0.0042 -0.0204
Si 0.0147 0.0072 -0.0084
Si -0.0113 -0.0145 -0.0237
Si -0.0266 0.0189 -0.0366
Si 0.0286 -0.0092 -0.0451
Si 0.0016 0.0128 0.0472
Si 0.0146 0.0062 0.0328
Si -0.0137 0.0058 0.0324
Si 0.0113 -0.0082 0.0115
Si -0.0018 0.0043 0.0133
Si 0.0002 0.0297 0.0092
Si -0.0093 -0.0263 0.0304
Si 0.0043 0.004 0.0415
Si 0.016 0.0051 -0.0304
Si -0.0157 -0.0043 0.0049
Si 0.004 -0.0337 -0.0431
Si -0.0144 -0.013 -0.0346
Si -0.002 -0.0156 -0.0302
Si 0.0022 0.0332 -0.0394
Si -0.0081 0.0164 -0.0415
Si 0.0147 -0.0145 -0.0303
Si 0.0383 0.0228 0.1246
Si 0.0203 0.004 0.1451
Si 0.0378 0.0361 0.1452
Si -0.0131 0.0045 0.1405
Si -0.0487 -0.0049 0.1517
Si -0.0494 -0.0092 0.1575
Si -0.0235 -0.0145 0.1837
Si 0.0138 0.0245 0.1719
Si 0.0002 0.0009 0.0094
Si 0.0051 -0.0085 0.0655
Si 0.0049 -0.004 0.0703
Si 0.0008 0.0056 0.0636
Si -0.0002 0.0135 0.0699
Si 0.0175 0.009 -0.0041
Si -0.0128 0.0033 0.0774
Si 0.0156 0.0143 -0.0595
Si -0.0013 0.0086 0.0815
Si -0.0017 -0.0026 0.0101
Si 0.0033 -0.014 0.0637
Si 0.0032 -0.002 -0.0164
Si 0.0065 -0.0062 -0.0139
Si -0.0164 0.0154 -0.0485
Si -0.0051 0.0072 -0.0031
Si -0.0065 -0.0008 0.0084
Si -0.0069 -0.0054 0.0058
Si -0.005 -0.0049 0.0045
Si -0.0013 -0.0041 -0.0102
Si 0.0083 -0.0093 -0.0854
Si 0.0196 -0.0028 0.0197
Si -0.0189 0.0135 -0.0506
Si 0.016 -0.0188 -0.0822
Si 0.0125 0.0103 0.0283
O -0.0025 0.0038 0.02
O -0.0003 0.0044 0
O 0.0425 0.0108 0.0863
O 0.0108 -0.0153 0.094
O 0.0132 -0.0122 0.0299
O 0.03 -0.0001 0.0698
O -0.0159 -0.0095 0.0412
O -0.0079 -0.0068 0.0359
O 0.0095 -0.0288 0.0657
O 0.0366 0.0243 0.0742
O 0.0005 0.0051 -0.0032
O 0.0065 0.0012 -0.0065
O 0.012 -0.0396 0.0855
O -0.0355 -0.0172 0.1374
O 0.0016 0.0099 0.0949
O -0.0129 -0.0162 0.0943
O -0.0245 0.0011 -0.074
O 0.0063 -0.0014 -0.0077
O 0.0058 -0.0057 -0.0704
O -0.0149 0.0092 -0.076
O -0.0256 -0.0135 -0.0883
O 0.0018 0.0254 -0.1075
O 0.0137 -0.0094 -0.0773
O -0.0067 -0.0016 -0.0083
O 0.0065 -0.0044 -0.0473
O 0.0224 0.0139 -0.0299
O 0.0231 -0.0279 -0.043
O -0.0097 -0.0025 -0.0164
O -0.0063 -0.0385 -0.1308
O 0.0323 -0.0048 -0.0851
O -0.0235 0.0141 -0.0236
O -0.0203 0.0118 -0.094
O -0.0047 -0.005 -0.0139
O 0.0078 -0.0052 0.0033
O 0.0045 -0.0159 0.0063
O -0.0075 0.0171 -0.0515
O -0.0007 0.0056 0.0038
O -0.0021 0.0038 0.0012
O -0.0026 0.0029 -0.0103
O -0.0204 -0.007 0.0142
O -0.013 -0.0044 -0.0092
O 0.0169 -0.0046 -0.0407
O 0.0003 0.001 -0.0084
O 0.0087 -0.002 -0.033
O 0.0126 -0.0029 0.0171
O 0.0238 0.01 -0.1036
O 0.0103 0.0069 -0.0287
O 0.0026 -0.0028 0.0131
O 0.0002 0.0106 -0.0044
O 0.0056 -0.0059 -0.0355
O -0.0223 -0.0038 -0.0377
O -0.0131 -0.0022 0.0922
O -0.018 -0.0089 -0.0223
O 0.011 0.0194 -0.0337
O 0.0172 0.0068 0.0407
O -0.0012 0.006 0.0036
O -0.0118 0.0039 0.0234
O -0.0144 0.0142 0.0925
O -0.0002 0.0027 0.0282
O 0.0042 -0.0059 -0.0294
O 0.005 -0.0026 -0.0319
O 0.0067 -0.0026 0.0102
O -0.0032 -0.033 0.0084
O 0 -0.0029 -0.0028

The program warned: the cutoff lies below the one the program advises for these potential files; the forces do not sum to zero within the program's tolerance; empty levels may hold ghost states of the PAW files; the exchange-correlation potential is rough where the density is thin.
